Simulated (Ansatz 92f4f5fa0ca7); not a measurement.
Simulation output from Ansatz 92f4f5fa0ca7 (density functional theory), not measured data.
Periodic cell of 223 atoms, Si132O89H2, from a study of silicon, its oxide and their interface. The atomic structure is a simulated model.
Doubt: the cutoff is far below the 930 eV that the study's wrapper takes by default for these files, so forces and energies are approximate.
This geometry differs little from another in the collection (a relaxation step or a small displacement).

Settings
functional: PBE
potential files: Ansatz PAW
basis: plane waves
wave-function cutoff: 580 eV
density cutoff ratio: 5
exchange-correlation grid ratio: 1
k mesh: 1 x 1 x 1, Gamma-centred
self-consistency stop: 5e-08 eV per atom in the density residual
occupations: fixed
spin: none
net charge: 0

Cell vectors (angstrom)
a	10.938	0	0
b	0	10.938	0
c	0	0	32.6971

Atoms: element, x, y, z (angstrom)
Si	-0.047	0.24	25.0991
Si	5.72	-0.1885	25.1571
Si	2.3997	2.9547	25.2468
Si	8.5469	2.4182	25.0204
Si	0.3375	5.3291	25.2629
Si	5.1701	5.8092	25.2382
Si	3.016	7.9974	25.6223
Si	7.907	8.4643	25.206
Si	1.3288	1.3975	26.6185
Si	6.9344	1.3685	26.446
Si	4.1137	4.0774	26.4684
Si	9.5764	4.1099	26.4024
Si	1.4247	6.7649	26.7576
Si	6.8068	6.8802	26.5648
Si	4.2336	9.6481	26.6685
Si	9.635	9.5756	26.4058
Si	2.7399	0.0229	27.9284
Si	8.2552	-0.0221	27.8664
Si	-0.0567	2.772	27.9191
Si	5.5079	2.7118	27.841
Si	2.8096	5.3763	27.985
Si	8.2095	5.4562	27.8517
Si	-0.0203	8.2114	27.9043
Si	5.4993	8.2065	27.9935
Si	4.1018	1.3673	29.2788
Si	9.5708	1.3673	29.2788
Si	1.3673	4.1018	29.2788
Si	6.8362	4.1018	29.2788
Si	4.1018	6.8362	29.2788
Si	9.5708	6.8362	29.2788
Si	1.3673	9.5708	29.2788
Si	6.8362	9.5708	29.2788
Si	0	0	30.6461
Si	5.469	0	30.6461
Si	2.7345	2.7345	30.6461
Si	8.2035	2.7345	30.6461
Si	0	5.469	30.6461
Si	5.469	5.469	30.6461
Si	2.7345	8.2035	30.6461
Si	8.2035	8.2035	30.6461
Si	1.3673	1.3673	32.0133
Si	6.8362	1.3673	32.0133
Si	4.1018	4.1018	32.0133
Si	9.5708	4.1018	32.0133
Si	1.3673	6.8362	32.0133
Si	6.8362	6.8362	32.0133
Si	4.1018	9.5708	32.0133
Si	9.5708	9.5708	32.0133
Si	2.7345	0	0.6835
Si	8.2035	0	0.6835
Si	0	2.7345	0.6835
Si	5.469	2.7345	0.6835
Si	2.7345	5.469	0.6835
Si	8.2035	5.469	0.6835
Si	0	8.2035	0.6835
Si	5.469	8.2035	0.6835
Si	4.1018	1.3673	2.0507
Si	9.5708	1.3673	2.0507
Si	1.3673	4.1018	2.0507
Si	6.8362	4.1018	2.0507
Si	4.1018	6.8362	2.0507
Si	9.5708	6.8362	2.0507
Si	1.3673	9.5708	2.0507
Si	6.8362	9.5708	2.0507
Si	0	0	3.418
Si	5.469	0	3.418
Si	2.7345	2.7345	3.418
Si	8.2035	2.7345	3.418
Si	0	5.469	3.418
Si	5.469	5.469	3.418
Si	2.7345	8.2035	3.418
Si	8.2035	8.2035	3.418
Si	1.3646	1.3499	4.7967
Si	6.8433	1.3599	4.7925
Si	4.1329	4.0819	4.7051
Si	9.5802	4.1076	4.8075
Si	1.3554	6.8459	4.7651
Si	6.789	6.8667	4.8146
Si	4.0936	9.536	4.85
Si	9.4821	9.6565	4.7098
Si	2.6598	-0.0898	6.2055
Si	8.1478	-0.0051	6.2202
Si	0.0101	2.7358	6.1872
Si	5.4783	2.7423	6.0992
Si	2.7565	5.4105	6.0321
Si	8.1936	5.493	6.1381
Si	-0.1106	8.265	5.9616
Si	5.3858	8.1496	6.3236
Si	3.8743	1.5576	7.3341
Si	9.798	1.1514	7.4826
Si	1.707	3.8451	7.4157
Si	6.6645	4.3063	7.4419
Si	4.2642	6.376	7.5475
Si	9.2992	7.1792	7.3547
Si	0.9415	9.7086	7.4602
Si	6.9891	9.3419	7.6004
O	1.3794	4.1539	24.7058
O	6.8058	9.5894	24.6533
O	2.7798	2.6686	7.8553
O	8.1596	8.2258	7.9787
O	5.5182	5.3762	7.9417
O	-0.0549	-0.0026	7.9504
O	4.0194	6.933	24.8574
O	9.727	1.3216	24.6592
O	1.1645	8.7636	8.8118
O	1.412	4.6242	8.8381
O	9.2837	1.8604	8.878
O	6.3657	9.9639	9.0188
O	4.5759	0.9435	8.6721
O	3.4314	6.4766	8.981
O	7.424	3.7793	8.8046
O	10.2766	6.7011	8.6005
O	2.7923	2.0155	23.9421
O	5.0096	0.5074	23.8252
O	7.9588	2.7834	23.5127
O	10.7912	6.295	24.0123
O	8.4786	7.6661	23.8895
O	2.1726	8.8882	24.5686
O	5.7452	5.3503	23.7685
O	0.7463	10.7945	23.6763
Si	2.9023	9.4625	18.1396
Si	4.0835	5.2651	19.8837
Si	-1.3602	4.0143	19.6684
Si	4.1009	1.6384	23.0468
Si	12.6523	-1.3872	23.1921
Si	12.095	-3.8375	16.7209
Si	-0.0322	8.1419	21.1265
Si	15.9105	-3.7681	15.0142
Si	3.5999	4.0216	12.3209
Si	-5.5377	10.3377	14.5237
Si	7.5458	-1.8138	17.6354
Si	6.0823	4.5963	13.841
Si	7.9175	10.9481	13.0682
Si	0.245	-3.2999	9.5976
Si	-1.1005	9.2764	11.8423
Si	-1.5335	10.2655	19.4931
Si	2.3639	-4.9614	14.2193
Si	1.167	-0.1976	12.9443
Si	3.8731	0.7621	12.1976
Si	5.3772	4.4906	22.4379
Si	2.7373	1.4022	17.3359
Si	8.3443	2.9164	12.6888
Si	5.1586	7.4433	17.94
Si	5.7082	0.3824	9.6765
Si	5.1278	2.4726	18.7594
Si	-0.3668	1.7527	17.6937
Si	-0.7821	1.3806	14.5281
Si	0.9936	5.8618	19.3606
Si	6.5379	0.0364	19.7632
Si	9.44	6.5976	23.1335
Si	8.1717	3.8259	22.2666
Si	13.2482	5.5946	9.8098
Si	5.1378	2.182	15.859
Si	3.725	-0.4173	20.9752
Si	0.4133	8.072	14.0355
Si	8.0559	2.5623	9.6793
O	4.9306	11.1106	11.0994
O	6.6887	-0.859	13.5929
O	2.5268	5.3018	19.4289
O	1.251	1.9917	17.6218
O	0.1636	-3.0674	15.6527
O	4.7099	6.6931	16.5629
O	-5.6094	-0.7087	20.6278
O	2.0388	6.0265	15.8286
O	5.0922	4.6439	12.5435
O	1.2623	6.6826	10.444
O	6.1519	1.6292	19.705
O	6.7553	-3.2123	17.8882
O	-0.7461	0.4374	18.5844
O	3.0508	9.7714	22.2703
O	0.8129	8.4583	22.4487
O	7.4393	1.541	12.7639
O	9.1028	0.1329	14.2246
O	9.0943	3.2426	21.0461
O	3.6817	1.1418	21.5323
O	3.7918	2.3988	12.2385
O	6.7463	4.2529	21.5901
O	10.992	4.7345	20.0408
O	3.4918	2.0985	16.049
O	5.694	0.6528	15.5599
O	2.7887	-0.8882	19.6899
O	4.2039	0.0369	13.6196
O	6.1433	6.1101	14.4966
O	0.4654	6.1314	17.8314
O	2.6454	-0.2182	17.1275
O	5.8079	2.6253	17.2827
O	1.4263	-1.5912	13.7758
O	-0.8578	8.3474	10.5552
O	-0.026	-0.4451	11.8731
O	13.9337	4.6624	10.953
O	5.5365	3.3669	14.8081
O	7.8033	-1.6845	16.0452
O	4.8612	3.9504	19.3367
O	8.7677	5.1476	22.9745
O	3.7039	6.8904	14.0304
O	-1.2573	7.2003	21.6364
O	8.0834	-0.1137	20.3335
O	-0.9678	-2.5801	13.2096
O	4.8414	-4.3823	19.2555
O	-6.6733	5.2562	21.5108
O	8.9419	9.0772	18.4738
O	0.7213	0.9454	14.049
O	4.9054	3.0247	22.9157
O	10.454	-1.3565	20.5172
O	0.9182	7.2926	20.128
O	-5.8373	8.8165	15.0694
O	8.4147	-0.8712	11.7825
O	7.5785	4.1971	13.3328
O	-4.2844	-0.5599	18.24
O	1.9325	8.2571	17.6009
O	10.0682	1.6463	16.132
O	4.4027	8.875	18.0365
O	13.2893	-10.6744	11.9445
O	6.8859	1.4659	9.9276
O	1.1125	-4.233	13.4621
O	2.6301	4.4879	13.5844
O	9.6836	2.6584	13.6081
O	8.6364	3.1507	11.0974
O	3.6955	1.6873	18.6374
O	-1.116	2.9883	18.4222
H	8.4564	-1.0591	15.6819
O	-2.3944	5.1878	19.2189
H	-3.3196	4.9771	19.0318

Results
free energy: -134561.920 eV
free energy less fixed offsets of H -15.97, O -568.88, Si -635.61 eV per atom: 0.860 eV

Forces (eV/angstrom), in the order of the atoms: element, x, y, z
Si	0.0014	-0.02	0.0119
Si	-0.0079	0.0121	0.0395
Si	0.0365	-0.0137	0.0486
Si	0.007	0.0116	0.0676
Si	-0.0112	0.017	0.0566
Si	0.0086	-0.0246	0.0492
Si	-0.0112	0.0186	0.0053
Si	0.0318	-0.006	0.0591
Si	0.0173	-0.0031	0.0014
Si	-0.0102	0.012	-0.0007
Si	0.0021	0	-0.0045
Si	-0.0058	-0.0031	-0.0099
Si	-0.0056	-0.0106	-0.0098
Si	0.0071	-0.0077	-0.006
Si	0.0015	0.0037	-0.0218
Si	-0.0118	-0.0021	-0.0003
Si	-0.0103	0.001	0.0052
Si	0.0111	-0.0027	0.002
Si	-0.011	0.0098	0.0151
Si	0.0019	-0.0022	-0.0019
Si	0.0082	0.0085	0.0072
Si	-0.0028	0.009	0.0048
Si	0.0063	0.0034	0.0047
Si	-0.004	-0.0044	0.0059
Si	0.2086	0.224	-0.1316
Si	-0.1691	-0.0026	0.032
Si	-0.118	-0.3012	0.3392
Si	0.0298	-0.0438	-0.4131
Si	0.0889	-0.1209	0.4392
Si	-0.1764	-0.0502	-0.219
Si	-0.0772	0.0144	-0.0954
Si	0.5588	0.1796	0.2566
Si	0.0437	0.0622	-0.0079
Si	0.0532	0.0658	-0.0311
Si	-0.0692	-0.0076	0.0179
Si	-0.0299	-0.0862	-0.0158
Si	0.0607	0.0358	-0.0388
Si	0.0168	0.1039	0.0155
Si	-0.0403	-0.0579	-0.0247
Si	-0.0181	0.045	0.0218
Si	0.061	-0.035	-0.0018
Si	-0.0162	0.0328	-0.0074
Si	-0.026	0.0003	-0.0274
Si	0.0341	0.0229	-0.0397
Si	-0.0385	0.0042	-0.0028
Si	0.0228	-0.0196	0.002
Si	-0.0026	-0.044	-0.0367
Si	0.0219	-0.055	-0.0186
Si	-0.003	-0.0004	0.0143
Si	-0.0236	0.0293	0.0202
Si	-0.0431	0.0162	-0.0068
Si	0.0073	-0.0336	0.0276
Si	0.0312	0.0147	0.027
Si	0.0097	-0.0112	0.0092
Si	0.0172	0.0357	0.0402
Si	-0.0418	0.0331	0.0003
Si	-0.1063	-0.0238	0.0116
Si	0.1279	0.0384	-0.0432
Si	-0.0333	-0.0358	0.0036
Si	0.0335	0.0845	0.0156
Si	0.0093	-0.0127	-0.0077
Si	-0.0237	-0.0443	0.0413
Si	0.0096	-0.0206	0.048
Si	-0.0363	-0.1319	-0.039
Si	-0.0804	0.3728	-0.3194
Si	-0.0949	-0.2051	0.333
Si	-0.0548	-0.3325	-0.2083
Si	0.1335	-0.0069	0.1395
Si	-0.0073	-0.0708	-0.0261
Si	0.2005	0.2604	-0.321
Si	0.1277	0.0164	0.0625
Si	-0.4972	0.0429	-0.1714
Si	-0.0129	-0.0026	-0.0067
Si	0.004	-0.004	-0.0182
Si	0.0001	0.0095	-0.0153
Si	0.0016	-0.0058	0.0059
Si	0.0119	-0.0136	-0.0007
Si	0.0044	0.0032	0.0019
Si	-0.0024	-0.0064	0.0048
Si	0.0062	0.0008	-0.0059
Si	0.0247	-0.0165	-0.0028
Si	-0.0165	-0.0006	0.0076
Si	-0.0134	0.021	0.0001
Si	0.0092	-0.0203	0.0139
Si	-0.0089	0.0249	0.0081
Si	0.0316	0.0109	0.0055
Si	-0.0085	-0.0045	0.0198
Si	-0.0212	0.013	-0.0139
Si	0.0461	-0.0612	-0.0636
Si	-0.0126	0.0283	-0.0292
Si	-0.073	0.0053	-0.0522
Si	0.0319	-0.0186	-0.0321
Si	-0.0098	0.0385	-0.0622
Si	-0.0149	-0.0468	-0.0469
Si	0.0197	-0.0015	-0.0333
Si	-0.0055	0.019	-0.0244
O	-0.0045	0.0113	-0.0335
O	-0.0183	0.0072	-0.0315
O	-0.0073	0.0323	0.0404
O	0.0065	0.0152	0.0264
O	-0.0115	-0.0085	0.029
O	-0.0046	-0.0068	0.0307
O	-0.0165	0.0169	-0.0155
O	0.0015	-0.0035	-0.0109
O	-0.0002	-0.0123	0.0165
O	0.011	0.0165	0.0286
O	-0.0014	0.0037	0.0147
O	-0.0119	0.0084	0.0192
O	-0.0083	0.0023	0.0277
O	-0.0216	-0.0099	0.0393
O	0.0079	-0.0067	0.025
O	0.0187	0.0135	0.0196
O	0.0052	-0.0111	-0.0129
O	-0.0117	0.0108	-0.0109
O	-0.0117	0.0153	-0.049
O	-0.0108	0.0094	-0.0212
O	0.0042	-0.0019	-0.0119
O	0.0182	-0.0238	-0.0029
O	-0.0003	-0.008	-0.0268
O	0.0234	-0.0227	-0.0045
Si	-0.0003	0.0035	0.0096
Si	0.0063	-0.0052	-0.0035
Si	-0.0071	-0.0011	0.0009
Si	0.0041	-0.0009	-0.0128
Si	0.0009	0.0115	0.0114
Si	-0.0011	-0.0016	0.0079
Si	-0.0041	-0.0074	0.0022
Si	0.0036	0.0043	0.0076
Si	-0.0053	0.0005	-0.0006
Si	0.0026	-0.0013	0.0044
Si	-0.0015	-0.0042	-0.0005
Si	0.0013	-0.0008	0.0098
Si	-0.0066	0.0003	0.0094
Si	0.0064	-0.0163	0.0024
Si	-0.0083	-0.0135	-0.0011
Si	0.0036	-0.0091	-0.0046
Si	-0.0005	-0.0019	0.0021
Si	-0.0002	-0.0048	0.0102
Si	0.0114	-0.0057	0.001
Si	0.0059	-0.0131	-0.0031
Si	-0.0005	0.0001	0.0092
Si	0	0.0015	-0.005
Si	0.0044	-0.0029	0.0075
Si	0.0348	-0.0028	0.0086
Si	-0.0003	0.0035	0.0061
Si	-0.004	0.0101	0.0038
Si	-0.0064	0.0048	0.0083
Si	-0.0067	0.0026	-0.001
Si	-0.0119	0.0041	-0.0024
Si	0.0063	-0.0185	-0.0148
Si	-0.0088	0.0026	-0.0046
Si	-0.0118	0.0147	0.0108
Si	0.0008	-0.0011	0.0027
Si	-0.0068	0.007	0.003
Si	-0.0013	0.0014	0.0035
Si	-0.0094	-0.0058	0.0006
O	-0.0234	0.0026	0.0234
O	-0.0065	0.0065	-0.0001
O	0.0025	0.0021	0.005
O	-0.005	-0.0012	-0.0005
O	0.0013	-0.0014	0.002
O	-0.0022	-0.0003	0.003
O	0.0064	0.0003	0.0045
O	-0.0035	0.0009	0.0019
O	-0.0016	0.0013	-0.0017
O	0.0009	0.0005	-0.0021
O	-0.0001	-0.004	0.0039
O	-0.0024	0.0027	0.0009
O	-0.0024	0.0048	-0.0002
O	0.0035	0.004	0.0058
O	-0.0088	0.007	0.0109
O	-0.0006	-0.0034	-0.0007
O	0.0027	0.0019	0.0032
O	0.0079	0	0.0012
O	0.0011	-0.012	0.0024
O	-0.0039	0.0002	-0.0037
O	0.0014	-0.0001	0.0121
O	0.0034	0.0018	0.006
O	-0.003	-0.0006	-0.0006
O	-0.0019	0.0015	-0.0002
O	-0.003	-0.0051	-0.0032
O	-0.0003	-0.0003	-0.0065
O	-0.0019	0.0007	-0.0022
O	0.0001	-0.0001	-0.0002
O	-0.0009	-0.0014	0.0013
O	0.0005	0.0016	-0.0011
O	0.0004	0	-0.0007
O	-0.0099	0.0082	0.0105
O	0.0006	0.0047	0.0015
O	0.0083	-0.0135	0.0114
O	-0.0023	-0.002	-0.0006
O	0.0139	0.0176	-0.0087
O	-0.0046	0.0021	0.0012
O	-0.005	0.0057	0.0139
O	-0.0046	-0.0014	-0.0008
O	0.0055	0.0065	0.0061
O	-0.0016	-0.0001	0.0119
O	0.0045	0.003	-0.0011
O	-0.0026	0.0052	-0.0038
O	-0.0062	0.0025	0.0084
O	-0.0021	0.0024	0.0045
O	-0.0045	0.0019	-0.0019
O	0.0021	0.0119	0.0092
O	-0.0051	0.0045	0.0024
O	0.0038	-0.0102	-0.0012
O	-0.0041	-0.003	-0.0039
O	0.0009	0.0006	0.0014
O	-0.0049	-0.0002	-0.0015
O	0.0041	0.001	0.0051
O	0	0.001	-0.0001
O	0.0037	-0.0006	0.0038
O	-0.0049	-0.0037	0.0022
O	0.0021	0.0024	0.0016
O	-0.0046	-0.0036	-0.0095
O	-0.0027	0.0021	0.0013
O	0.0014	0.0035	-0.0002
O	0.0024	-0.0058	0.005
O	0.006	0.0041	0.0134
O	-0.0007	0.001	-0.0015
O	0.0073	-0.0123	-0.0018
H	-0.0153	-0.0127	0.0104
O	0.009	0.0014	-0.0188
H	-0.0127	-0.0018	0.0294

The program warned: the cutoff lies below the one the program advises for these potential files; the exchange-correlation potential is rough where the density is thin.
